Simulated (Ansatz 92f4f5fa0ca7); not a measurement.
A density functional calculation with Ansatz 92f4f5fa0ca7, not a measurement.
Periodic cell of 259 atoms, Si144O115, from a study of silicon, its oxide and their interface. The atomic structure is a simulated model.
Doubt: the cutoff is far below the 930 eV that the study's wrapper takes by default for these files, so forces and energies are approximate.
This geometry differs little from another in the collection (a relaxation step or a small displacement).

Settings
functional: PBE
potential files: Ansatz PAW
basis: plane waves
wave-function cutoff: 580 eV
density cutoff ratio: 5
exchange-correlation grid ratio: 1
k mesh: 1 x 1 x 1, Gamma-centred
self-consistency stop: 5e-08 eV per atom in the density residual
occupations: fixed
spin: none
net charge: 0

Cell vectors (angstrom)
a, 10.938, 0, 0
b, 0, 10.938, 0
c, 0.5377, -2.6371, 36.8421

Atoms and the computed forces on them: element, x, y, z (angstrom), force x, y, z (eV/angstrom)
Si, 5.4093, 6.2516, 30.7459, -0.0505, -0.0392, 0.034
Si, 9.2657, 10.1555, 30.7145, 0.0106, -0.0071, -0.0321
Si, 6.327, 1.7731, 30.8008, 0.0697, 0.0205, 0.079
Si, 8.5411, 3.9883, 30.924, -0.0216, -0.0678, 0.1014
Si, 1.0657, 7.4812, 30.8069, -0.0247, -0.0193, -0.14
Si, 2.8145, 9.2527, 30.7239, 0.0581, 0.0308, -0.1083
Si, 10.1496, 13.6624, 32.0644, -0.0915, 0.0663, -0.0556
Si, 3.6344, 4.5922, 30.9941, -0.027, -0.0321, -0.1333
Si, 4.5958, 8.2012, 31.9162, -0.0469, 0.0448, 0.0148
Si, 7.4666, 11.0347, 32.0138, -0.0134, 0.046, 0.0073
Si, 4.6855, 2.8462, 32.1402, 0.0429, 0.0317, -0.0256
Si, 7.2521, 5.5507, 32.1102, 0.0412, -0.0617, -0.0194
Si, 10.1693, 8.3721, 32.004, -0.022, -0.0088, 0.0173
Si, 12.7558, 10.995, 31.979, 0.02, -0.0409, -0.0181
Si, 10.9603, 11.8887, 30.6544, -0.0193, -0.0203, -0.0014
Si, 1.9302, 5.695, 32.1362, -0.0121, 0.002, 0.0207
Si, 3.2957, 6.9991, 33.5147, 0.0153, -0.0153, -0.0346
Si, 6.0102, 9.6217, 33.2704, 0.0298, -0.0352, 0.0102
Si, 3.2397, 12.3651, 33.3393, -0.0393, 0.0228, 0.0158
Si, 6.0184, 4.1736, 33.5624, -0.0111, 0.0214, -0.0609
Si, 8.7313, 6.9672, 33.3232, -0.0159, 0.0331, 0.0142
Si, 11.4727, 9.684, 33.4774, -0.0119, 0.0001, -0.0182
Si, 8.7549, 12.3878, 33.4864, -0.0131, -0.0292, -0.0463
Si, 11.4911, 4.1996, 33.3657, 0.0385, -0.0236, 0.0058
Si, 4.6355, 5.5779, 34.834, -0.0252, -0.0088, 0.0725
Si, 7.3719, 8.3084, 34.7388, -0.0109, 0.0177, 0.0103
Si, 4.64, 11.0013, 34.7107, 0.024, 0.0069, 0.0071
Si, 7.3975, 13.7474, 34.8466, 0.0219, -0.0024, 0.0421
Si, 10.0878, 5.5656, 34.7299, 0.0153, 0.0162, -0.0001
Si, 12.835, 8.3268, 34.8327, 0.0065, 0.0143, 0.052
Si, 10.1125, 11.0325, 34.8281, -0.0123, -0.0129, 0.0713
Si, 12.853, 2.8275, 34.754, 0.0039, 0.0043, 0.0189
Si, 6.0067, 6.9336, 36.1561, 0.2224, 0.1619, 0.0375
Si, 8.7412, 9.6681, 36.1561, -0.1866, -0.0909, 0.0057
Si, 6.0067, 12.4026, 36.1561, -0.2194, -0.3791, -0.1455
Si, 8.7412, 4.1991, 36.1561, 0.1817, 0.1639, 0.0566
Si, 11.4757, 6.9336, 36.1561, -0.1772, -0.1696, -0.1799
Si, 3.2722, 9.6681, 36.1561, 0.1748, 0.1932, 0.0305
Si, 11.4757, 1.4646, 36.1561, 0.119, 0.1692, 0.0429
Si, 3.2722, 4.1991, 36.1561, -0.1217, -0.1238, 0.0627
Si, 4.1018, 10.938, 0.6813, -0.0311, 0.1358, -0.0193
Si, 6.8362, 13.6725, 0.6813, -0.1159, 0.0051, 0.0053
Si, 4.1018, 16.407, 0.6813, 0.0252, -0.0872, -0.0108
Si, 6.8362, 8.2035, 0.6813, 0.1117, -0.0629, -0.0132
Si, 9.5708, 10.938, 0.6813, -0.0046, -0.1366, -0.0098
Si, 1.3673, 13.6725, 0.6813, 0.1851, 0.015, -0.0214
Si, 9.5708, 5.469, 0.6813, -0.0017, 0.157, 0.0031
Si, 12.3052, 8.2035, 0.6813, -0.1734, -0.0009, -0.0142
Si, 2.7345, 9.5708, 2.0485, -0.1786, 0.2253, -0.112
Si, 5.469, 12.3052, 2.0485, -0.1813, 0.1303, 0.0443
Si, 2.7345, 15.0397, 2.0485, 0.1722, -0.3206, -0.0357
Si, 5.469, 6.8362, 2.0485, 0.2511, -0.1785, -0.0758
Si, 8.2035, 9.5708, 2.0485, 0.1722, -0.2088, 0.0451
Si, 10.938, 12.3052, 2.0485, 0.2492, -0.2066, -0.1128
Si, 8.2035, 15.0397, 2.0485, -0.2838, 0.2035, -0.1212
Si, 10.938, 6.8362, 2.0485, -0.255, 0.3096, -0.0859
Si, 4.1095, 8.2151, 3.3531, 0.0277, 0.007, -0.0446
Si, 6.8322, 10.9311, 3.3734, -0.0101, -0.0116, -0.0276
Si, 4.0982, 13.6596, 3.479, -0.0145, -0.0133, 0.0268
Si, 6.8265, 5.4588, 3.4683, 0.0007, 0.0077, -0.0009
Si, 9.5673, 8.2061, 3.4792, -0.0057, -0.0032, 0.0241
Si, 1.37, 10.9372, 3.4683, -0.0032, 0.0033, -0.0028
Si, 9.5668, 13.6689, 3.3461, 0.0225, 0.0367, -0.0574
Si, 1.3717, 16.4172, 3.336, 0.0169, 0.0003, -0.0056
Si, 5.4599, 9.5655, 4.7137, -0.0149, 0.006, 0.0115
Si, 8.209, 12.3079, 4.6701, 0.0143, -0.0066, 0.1051
Si, 5.4572, 15.0323, 4.8835, 0.0557, -0.0028, -0.0161
Si, 8.1806, 6.83, 4.873, -0.0052, -0.0237, 0.004
Si, 0.0089, 9.583, 4.8797, 0.005, 0.0444, 0.0017
Si, 2.7348, 12.2805, 4.9008, -0.0245, -0.0212, -0.0116
Si, 10.9193, 15.0721, 4.6324, -0.0085, -0.0237, 0.0174
Si, 2.7559, 6.8264, 4.6403, -0.0018, 0.0166, 0.0057
Si, 4.1401, 10.8305, 6.2261, 0.0137, 0.0161, 0.0018
Si, 6.8975, 13.6065, 6.139, -0.0321, -0.0351, -0.0115
Si, 4.0327, 5.537, 6.1302, -0.0464, -0.0204, 0.0391
Si, 6.7286, 8.2005, 6.1711, 0.0384, 0.0024, -0.0353
Si, -1.4195, 11.0146, 6.1664, -0.0453, -0.0679, -0.0495
Si, 1.2717, 13.7543, 6.073, 0.0106, -0.0068, 0.0248
Si, 9.59, 5.3924, 6.1311, 0.0132, 0.0183, -0.0166
Si, 1.4501, 8.1206, 6.0906, -0.0367, -0.062, 0.0086
Si, 3.2447, 8.9399, 7.4008, -0.0682, 0.0874, -0.0258
Si, 5.9993, 11.7703, 7.3561, 0.0203, -0.0022, 0.0791
Si, 2.2167, 4.5859, 7.3162, -0.0065, 0.031, -0.0098
Si, 4.9723, 7.2532, 7.4912, 0.0655, -0.0885, 0.0079
Si, 7.7139, 9.9881, 7.313, 0.004, 0.0352, 0.0757
Si, -0.5406, 12.9122, 7.3271, 0.0664, 0.0401, 0.0489
Si, 0.491, 6.3194, 7.2764, 0.0054, 0.0193, 0.0489
Si, 8.6228, 14.6042, 7.4362, -0.0203, 0.006, 0.0047
Si, 7.3866, 11.3357, 15.3461, 0.0069, 0.0049, -0.0568
Si, 4.7286, 6.4903, 25.8787, -0.0116, 0.003, 0.0152
Si, 8.871, 4.924, 28.078, 0.0067, -0.0165, -0.0114
Si, 6.7921, 12.5448, 10.1337, -0.0295, -0.001, -0.0353
Si, 8.3281, 3.1107, 23.8545, 0.0008, 0.0099, 0.0511
Si, 2.1394, 4.3767, 19.0093, 0.0175, 0.0012, 0.0273
Si, 6.973, 10.4888, 12.2879, -0.0329, -0.0057, -0.0145
Si, 11.3276, 12.311, 28.2974, 0.0079, -0.01, 0.0345
Si, 7.9165, 4.3629, 9.631, 0.0082, 0.0269, 0.025
Si, 0.9263, 1.5388, 22.5147, -0.001, -0.0071, 0.085
Si, 1.4952, 13.7637, 11.7258, 0.024, 0.0607, 0.0058
Si, 3.4415, 9.728, 14.023, 0.0247, -0.0024, -0.0513
Si, 2.2358, 3.8543, 28.1987, 0.017, 0.0127, 0.0351
Si, 0.5675, 11.61, 9.9458, 0.0301, 0.0756, -0.0731
Si, 1.3508, 9.9477, 18.534, 0.0044, 0.0011, 0.002
Si, 10.7108, 7.7007, 21.5099, 0.0005, 0.009, 0.0854
Si, 7.4012, 10.6051, 19.9902, -0.0039, 0.0071, 0.0524
Si, 10.0151, 3.5842, 18.5916, -0.0147, -0.0085, 0.0017
Si, 2.6282, 9.4223, 9.602, 0.0493, 0.04, 0.0271
Si, 3.8129, 3.5497, 25.7453, 0.0115, 0.04, -0.0115
Si, 5.9624, 11.5632, 27.8945, -0.0018, -0.0045, -0.0258
Si, 8.6638, 2.0387, 26.7215, 0.0029, 0.0406, 0.0162
Si, 5.3714, 2.3707, 23.5537, -0.0019, 0.003, 0.0648
Si, 5.1227, 12.075, 18.5353, -0.0086, -0.0146, -0.0068
Si, 9.3072, 1.8692, 21.0485, -0.0036, 0.0135, 0.0752
Si, 9.4778, 8.6612, 18.8083, 0.0135, -0.0105, 0.0282
Si, 1.5626, 4.2777, 23.7696, 0.01, -0.0022, 0.064
Si, 7.8368, 9.119, 28.1213, 0.0072, 0.0104, 0.0095
Si, 0.5896, 6.4624, 27.7813, 0.0175, 0.0444, 0.0305
Si, 6.2902, 6.5638, 28.5817, 0.0022, 0.0103, -0.0068
Si, 5.4084, 6.2265, 9.6458, -0.0061, -0.0426, 0.0137
Si, 3.581, 12.6333, 13.8079, -0.0054, -0.005, -0.0566
Si, 5.2898, 9.6052, 16.6374, 0.0059, 0.005, -0.0518
Si, 2.1627, 8.2489, 25.804, 0.0163, 0.0076, 0.0106
Si, 8.8852, 8.5066, 25.1232, 0.0249, -0.0111, -0.016
Si, 8.7766, 6.1259, 17.1586, -0.0001, -0.0086, -0.0248
Si, 5.3024, 10.4109, 22.2911, 0.0058, 0.0045, 0.0853
Si, 6.2338, 8.0698, 23.64, -0.0182, 0.0078, 0.0772
Si, 2.3909, 7.3998, 19.8426, -0.009, -0.0019, 0.0563
Si, 5.2713, 6.824, 20.9039, -0.0045, -0.0091, 0.0558
Si, 11.2333, 9.7136, 23.8162, 0.0169, -0.0251, 0.0526
Si, 5.9381, 14.0585, 14.8672, 0.0018, -0.0112, -0.04
Si, 3.0011, 11.4023, 20.7211, 0.0089, -0.0031, 0.0451
Si, 4.4888, 14.934, 17.3751, 0.0054, -0.0082, -0.0306
Si, 8.7958, 10.4119, 10.0159, -0.0416, -0.0002, -0.0207
Si, 4.6373, 8.5341, 11.6763, 0.0011, 0.0083, -0.061
Si, 2.8638, 4.5689, 9.5811, 0.0174, -0.0048, -0.0053
Si, 9.9683, 12.8458, 15.8575, -0.0125, 0.0064, -0.0471
Si, 3.0698, 10.5501, 27.7498, -0.0306, -0.0507, 0.0448
Si, 5.8782, 6.7561, 18.0303, 0.0022, 0.01, 0.0078
Si, 9.955, 5.8667, 23.8567, 0.0029, -0.0192, 0.0453
Si, 0.9085, 6.9246, 10.2372, 0.0047, 0.0041, -0.0085
Si, 8.7558, 4.4802, 14.5093, 0.0125, -0.0255, -0.0269
Si, 3.7019, 4.2582, 21.6413, -0.0112, 0.0094, 0.0657
Si, 10.1716, 5.0708, 11.7914, 0.0236, -0.035, -0.0503
Si, 1.776, 11.3295, 15.6786, 0.0073, 0.0081, -0.0503
O, 8.7996, 2.1237, 25.0842, -0.0024, -0.0049, 0.0115
O, 2.1923, 5.9938, 19.0634, 0.0057, 0.0082, -0.0181
O, 9.2887, 4.7089, 29.6425, -0.0118, -0.0318, -0.0168
O, 0.5699, 7.0976, 29.2738, 0.0607, 0.0465, 0.103
O, 0.9535, 7.6351, 26.7122, -0.0311, -0.0336, 0.0275
O, 3.8386, 10.3126, 21.589, -0.0019, -0.0025, -0.0334
O, 2.8653, 3.9165, 29.6853, 0.0388, 0.0314, 0.0536
O, 5.7076, 12.2314, 8.9487, 0.0261, -0.019, -0.0263
O, 2.0032, 10.9359, 9.5822, -0.0668, 0.0355, 0.0352
O, 6.9838, 5.7294, 9.6505, 0.0027, 0.0193, -0.0245
O, 10.056, 6.4477, 22.3297, 0.0051, 0.0136, -0.0446
O, 6.7107, 3.229, 23.8521, 0.0012, 0.0017, -0.0266
O, 5.2421, 9.3508, 23.5251, 0.0048, 0.0029, -0.0333
O, 10.8288, 6.5431, 11.4637, 0.0114, 0.0333, -0.0045
O, 0.6086, 3.8648, 19.046, 0.0033, -0.0049, -0.0052
O, 0.7157, 11.2679, 23.5881, 0.003, 0.0212, -0.0345
O, 2.4597, 14.1882, 10.4672, 0.0138, 0.0095, 0.0107
O, 4.9569, 14.9411, 15.8229, -0.006, 0.0042, 0.036
O, 1.7689, 5.332, 27.6908, -0.0019, -0.0183, 0.0027
O, 6.5314, 12.7131, 15.5953, -0.0032, 0.0073, 0.0293
O, 6.9965, 14.1391, 10.3611, 0.0007, -0.042, 0.0088
O, 3.2533, 9.7944, 29.1977, -0.0369, -0.0178, 0.0802
O, 7.1414, 12.4214, 27.0965, -0.0139, -0.0076, 0.0183
O, 8.8421, 3.5484, 27.2505, 0.0064, 0.0158, 0.014
O, 1.7896, 10.7787, 17.2075, -0.0007, -0.0134, 0.0289
O, 3.0364, 12.3602, 15.3523, -0.0172, -0.003, 0.0332
O, 5.1471, 6.8467, 27.4263, 0.0182, 0.0041, 0.0336
O, 5.7064, 11.8329, 22.9716, -0.0055, -0.0005, -0.0296
O, 6.2573, 6.9485, 19.6099, -0.0004, -0.0001, -0.0089
O, 3.5522, 8.4998, 12.9321, 0.0027, 0.011, 0.0222
O, 2.127, 8.5167, 18.6735, 0.001, 0.0004, -0.0104
O, 4.0349, 12.1504, 19.7334, -0.0062, 0.0031, -0.01
O, 2.4228, 13.4369, 13.0115, -0.0317, 0.0066, -0.0141
O, 4.8597, 5.476, 17.974, -0.0162, -0.0066, 0.0026
O, 9.2249, 5.1425, 13.1047, 0.0068, -0.0025, 0.0153
O, 8.2661, 11.9422, 9.6964, 0.024, -0.0097, 0.0214
O, 2.9301, 3.7657, 20.2972, 0.0021, -0.0043, -0.0245
O, 5.8384, 7.0938, 24.8648, 0.0067, 0.0063, -0.0183
O, 10.0445, 13.4711, 17.3521, 0.0009, 0.0073, 0.0399
O, 6.7942, 10.0741, 16.1903, -0.0102, -0.0078, 0.0267
O, 2.3667, 3.7877, 25.0708, -0.0031, 0.0014, -0.0093
O, 6.4081, 10.0013, 21.1441, 0.0055, -0.004, -0.0351
O, 0.8941, 2.9305, 28.1552, 0.0076, 0.0042, 0.0072
O, 0.1273, 12.7064, 8.832, 0.0261, -0.0998, 0.0441
O, 9.5086, 7.0217, 24.8985, -0.0087, 0.0131, 0.0027
O, 6.6047, 11.6832, 19.0706, 0.007, 0.0042, -0.0063
O, 7.3262, 5.4502, 27.9651, 0.0032, -0.0126, 0.0026
O, 9.7877, 7.8693, 20.1926, -0.0088, -0.0024, -0.0255
O, 4.4007, 9.3816, 15.2947, 0.0055, 0.0019, 0.0269
O, 9.4184, 7.5758, 17.5756, -0.0009, 0.0063, 0.004
O, 4.8687, 5.2907, 21.2219, -0.0004, -0.0032, -0.0277
O, 4.4838, 4.854, 9.6837, -0.031, 0.0002, -0.0067
O, 5.9679, 9.2208, 12.3064, -0.0026, 0.0153, 0.0235
O, 0.0829, 6.7743, 8.8344, 0.0006, -0.0073, -0.0474
O, 7.7125, 8.6564, 23.9937, 0.0073, -0.0043, -0.0127
O, 10.0311, 5.8906, 27.4574, -0.0188, -0.0027, 0.0142
O, 8.1559, 9.4532, 8.8568, -0.0155, 0.0284, -0.0388
O, 6.338, 11.7809, 11.4997, 0.0144, 0.0189, -0.018
O, 9.9902, 9.6789, 24.8719, -0.0257, -0.0028, -0.0007
O, 7.4481, 2.8934, 30.3205, 0.0209, 0.0348, -0.0015
O, 7.2691, 7.8309, 28.9249, -0.0097, -0.0225, 0.018
O, 1.553, 8.4176, 10.3581, -0.0129, -0.0176, -0.0026
O, 4.4093, 11.4314, 27.3527, 0.0205, -0.0024, 0.0062
O, 2.9357, 9.4381, 26.5808, 0.0129, 0.0397, 0.019
O, 5.3055, 8.177, 17.439, 0.0006, -0.0163, 0.0135
O, 10.7175, 9.0574, 22.4146, -0.001, -0.0115, -0.0496
O, 9.9339, 12.1313, 27.3872, 0.0177, 0.006, 0.0131
O, 7.1694, 6.3014, 17.1787, 0.0015, 0.0014, 0.008
O, 2.5763, 4.9017, 22.648, 0.0053, -0.009, -0.0438
O, 2.1644, 5.8862, 10.2666, -0.0055, 0.0017, 0.0007
O, 11.458, 5.4047, 24.2781, -0.0045, -0.0085, -0.0331
O, 8.5815, 11.4039, 20.735, 0.0088, -0.002, -0.0263
O, 3.2625, 7.0851, 25.493, -0.0033, 0.0116, -0.0063
O, 0.4308, 12.1815, 15.391, 0.007, -0.0106, 0.0284
O, 0.6682, 12.4, 11.3666, 0.0074, -0.06, -0.0868
O, 3.8732, 7.5979, 20.5111, -0.006, -0.0013, -0.0255
O, 9.1064, 5.6102, 15.6433, -0.0037, 0.0084, 0.0246
O, 4.0164, 9.4585, 10.4817, -0.0633, 0.0025, -0.0049
O, 5.7226, 12.1401, 29.3956, 0.0016, 0.0117, -0.0186
O, 2.4014, 12.3964, 21.856, -0.0011, 0.0077, -0.0392
O, 10.8526, 12.4011, 21.2628, 0.0033, -0.0005, -0.0384
O, 1.9415, 10.0463, 14.6379, -0.0026, 0.0056, 0.0316
O, 8.7368, 2.4819, 22.4261, 0.001, -0.0128, -0.0418
O, 3.8985, 11.1181, 13.2412, -0.0064, -0.0071, 0.0348
O, 10.4126, 10.4009, 9.985, -0.0043, 0.0239, 0.009
O, 4.9426, 13.5283, 13.6846, 0.0112, 0.0067, 0.044
O, 1.7698, 10.776, 19.8723, -0.0009, 0.0007, -0.0081
O, 1.3187, 7.454, 21.0664, 0, -0.0065, -0.0336
O, 9.2789, 4.6012, 10.5056, -0.0079, 0.0058, 0.0283
O, 4.7414, 4.8823, 25.647, -0.0127, -0.0309, 0.0032
O, 7.1615, 15.0279, 14.3833, -0.0019, 0.0021, 0.0256
O, 2.8735, 14.7961, 17.6347, 0.0072, 0.0132, 0.0096
O, 6.128, 7.316, 22.1982, -0.0004, -0.0014, -0.0444
O, 0.7317, 2.9841, 23.2306, 0.0137, -0.0028, -0.0261
O, 9.2835, 4.9826, 18.2005, 0.0055, -0.0071, 0.012
O, 4.677, 10.8521, 17.5234, -0.0047, 0.0087, 0.0154
O, 9.5731, 14.0301, 14.8031, -0.002, 0.0105, 0.0214
O, 8.4059, 8.6823, 26.664, -0.0067, 0.0144, 0.0225
O, 5.228, 2.6791, 18.0117, 0.0022, 0.0036, 0.0099
O, 8.9237, 4.6207, 23.9751, -0.0046, 0.005, -0.0171
O, 9.1759, 2.9413, 19.8307, 0.005, 0.0048, -0.0213
O, 4.4787, 3.0787, 22.4115, -0.0047, -0.0048, -0.0377
O, 8.8988, 11.6181, 15.8469, 0.0052, -0.0027, 0.0229
O, 6.5319, 10.0498, 27.9063, 0.0071, -0.0042, -0.0046
O, 10.6712, 9.7316, 18.4829, -0.0045, 0.0059, -0.0086
O, 0.4393, 14.9468, 12.074, -0.0088, -0.0157, 0.0078
O, 7.3882, 10.946, 13.7743, -0.0033, -0.0009, 0.0084
O, 8.3136, 9.9761, 11.5031, 0.0366, -0.0015, -0.0304
O, 4.5593, 2.3169, 24.9801, 0, 0.0057, -0.0099
O, 1.5409, 8.838, 24.4137, 0.0088, -0.003, -0.0081
O, 3.4641, 3.247, 27.3018, -0.0195, 0.0034, 0.0119
O, 8.9519, 9.8014, 29.099, 0.0093, 0.0156, 0.0367
O, 5.0579, 7.093, 11.0169, -0.0033, 0.0039, 0.0194
O, 8.0565, 9.4491, 19.0318, 0.0009, -0.0011, -0.0115
O, 1.6551, 11.396, 27.7587, -0.0279, 0.0049, -0.007

Results
free energy: -156954.781 eV
free energy less fixed offsets of O -568.88, Si -635.61 eV per atom: -5.741 eV

The program warned: the cutoff lies below the one the program advises for these potential files; the exchange-correlation potential is rough where the density is thin.
